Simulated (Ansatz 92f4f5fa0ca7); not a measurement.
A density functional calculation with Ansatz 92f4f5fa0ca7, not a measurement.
Periodic cell of 171 atoms, Si99O72, from a study of silicon, its oxide and their interface. The atomic structure is a simulated model.

Settings: functional r2SCAN; potential files Ansatz norm-conserving; basis plane waves; wave-function cutoff 1300 eV; density cutoff ratio 4; exchange-correlation grid ratio 1; k mesh 2 x 2 x 1, shifted by 0.5 0.5 0.5 of a step; self-consistency stop 5e-08 eV per atom in the density residual; occupations Fermi-Dirac, 0.05 eV; spin none; net charge 0.

Cell vectors (angstrom)
a  11.5403  0  0
b  0  11.5403  0
c  -4.4787  -0.7241  22.8444

Atoms and the computed forces on them: element, x, y, z (angstrom), force x, y, z (eV/angstrom)
Si  -0.8808  -0.1024  0.5787  -0.0761  0.0171  -0.9589
Si  -0.8375  2.9512  0.0241  -0.0524  -0.1663  -0.6488
Si  -0.8844  8.3222  0.0162  -0.0703  0.2171  -0.4672
Si  2.8771  -0.1012  0.5606  0.0662  0.1949  -0.9919
Si  2.9325  2.939  0.391  0.2277  -0.2022  -0.7571
Si  2.6173  8.4026  -0.2422  -0.1554  0.2724  -0.1736
Si  6.8134  0.4576  0.2536  -0.0888  0.184  -0.796
Si  6.7742  3.4749  0.5804  -0.2214  0.0445  -0.8728
Si  6.7938  6.6172  0.1423  0.0545  -0.3282  -0.7412
Si  1.0046  11.4044  1.893  -0.004  0.0043  -0.096
Si  0.9534  3.5002  1.5131  0.0342  -0.0644  -0.0811
Si  0.9689  7.719  1.4126  -0.0563  0.1569  -0.2031
Si  4.9282  11.3914  1.5999  0.224  0.0688  -0.179
Si  4.7841  3.4757  1.7471  -0.124  -0.1729  -0.2469
Si  4.7136  7.4699  1.1191  0.0697  0.0275  -0.1826
Si  8.6389  11.4531  1.6786  -0.1664  -0.0413  -0.2306
Si  8.8564  3.5235  1.5621  0.3085  -0.1561  -0.3084
Si  8.721  7.4882  1.3409  0.0628  0.0035  -0.0716
Si  0.9733  1.7894  3.1284  -0.0567  0.0771  0.3504
Si  0.9823  5.5956  2.6933  0.0104  0.1155  -0.2165
Si  1.0022  9.418  3.0325  0.0114  -0.1667  0.3618
Si  4.8424  1.6192  3.1024  -0.0584  -0.0476  0.3706
Si  4.722  5.5932  2.7179  -0.1013  0.085  -0.0632
Si  4.9116  9.3518  2.7486  -0.1205  -0.0459  -0.0741
Si  8.7304  1.727  3.0751  0.0898  0.0728  0.3626
Si  8.8517  5.5549  2.7572  0.0856  0.1649  0.0374
Si  8.6079  9.4114  2.8482  0.0942  -0.1096  0.0735
Si  -0.9353  1.6897  4.4723  0.0382  0.0338  -0.0383
Si  -0.8577  5.5666  4.2137  -0.2685  -0.0829  0.0284
Si  -0.9877  9.4365  4.2993  0.0528  -0.0141  -0.073
Si  2.9215  1.6976  4.4378  0.1132  0.0424  -0.0434
Si  2.8638  5.5479  4.1399  0.2231  0.0598  -0.0143
Si  3.0183  9.4437  4.2604  -0.0574  -0.0695  -0.0217
Si  6.7777  1.6805  4.3838  -0.0218  -0.0574  0.0054
Si  6.7778  5.5436  3.9951  -0.0338  0.1225  -0.1829
Si  6.7282  9.4105  4.2483  0.0047  -0.0062  0.072
Si  -0.9007  11.2956  5.8201  -0.11  0.0051  -0.0715
Si  -0.9687  3.6727  5.681  0.1446  -0.0873  0.0736
Si  -0.9393  7.4813  5.5805  0.0543  0.1205  0.009
Si  2.9062  11.3249  5.7952  -0.0151  0.0467  -0.0643
Si  2.9282  3.6914  5.6429  -0.1464  -0.1127  0.0326
Si  3.0097  7.4509  5.4894  -0.1444  -0.0219  -0.0022
Si  6.7397  11.3106  5.7655  0.0202  0.0902  0.0027
Si  6.728  3.7005  5.5074  0.0495  -0.0247  0.0998
Si  6.7678  7.403  5.4177  0.1446  -0.0436  0.1161
Si  1.0125  -0.1928  7.2606  -0.0299  0.0572  0.1641
Si  0.9889  3.6058  7.0007  -0.0076  -0.155  -0.2831
Si  1.0877  7.5075  6.7934  0.1401  0.1613  -0.3941
Si  4.8024  -0.1466  7.1823  0.1319  0.0286  0.2876
Si  4.8913  3.74  6.9615  -0.0546  -0.154  0.0352
Si  4.9331  7.37  6.8586  0.1179  0.0641  -0.0434
Si  8.6879  11.3054  7.1414  0.1187  0.0067  0.0289
Si  8.5599  3.6105  6.9607  -0.0568  -0.1418  -0.198
Si  8.6028  7.4493  6.8619  -0.338  0.072  -0.1868
Si  0.9164  1.894  8.6665  -0.0239  0.1255  -0.0044
Si  1.1058  5.614  8.0984  0.028  0.0515  0.2539
Si  1.1273  9.232  8.3421  0.1196  -0.1584  0.2373
Si  4.7709  1.9847  8.5254  0.0632  -0.0167  0.1262
Si  4.986  5.5652  8.3896  0.2244  0.0889  0.251
Si  4.9027  9.2327  8.2523  0.0083  -0.0456  0.0901
Si  8.5673  1.747  8.4815  0.0156  0.0652  0.1078
Si  8.6219  5.5428  8.1995  -0.2706  0.0542  0.212
Si  8.5779  9.2902  8.3559  -0.1208  -0.1094  0.1631
Si  -1.1263  2.585  9.8467  -0.1292  0.2788  0.6721
Si  -0.8872  5.6334  9.2392  0.121  0.1561  1.0796
Si  -0.9207  8.6502  9.2882  0.1333  -0.2194  0.7413
Si  2.8607  2.5296  9.923  -0.1391  0.2317  0.2912
Si  2.9665  5.6455  9.505  -0.2286  0.0879  0.6434
Si  3.0904  8.7561  9.6747  -0.0319  -0.2026  0.2838
Si  6.6318  1.4413  9.984  0.1887  0.0166  0.0921
Si  6.9335  5.816  9.8448  0.5008  0.131  0.6642
Si  6.6615  8.9644  9.8623  0.0538  -0.6019  0.1381
Si  2.9966  -1.4491  20.2782  0.0826  0.1766  -0.4912
Si  -1.6426  -0.0515  14.0443  -0.031  -0.0559  0.3793
Si  -1.5025  -0.9397  18.0703  -0.0135  0.1189  -0.0801
Si  9.7542  7.3509  13.7566  -0.0342  -0.0976  0.3702
Si  3.6089  3.3208  14.8411  -0.0657  0.0698  0.2556
Si  -2.8838  2.1567  12.3388  0.1162  -0.0452  0.5393
Si  2.4014  7.3001  20.2199  -0.0158  -0.0873  -0.2749
Si  -3.8899  7.3355  20.2557  0.0841  0.0734  -0.4951
Si  5.0408  0.2689  18.7966  -0.0463  -0.0283  -0.326
Si  3.2378  0.9972  12.7367  -0.1374  0.1353  0.6114
Si  -2.7345  9.2565  15.8354  0.0389  -0.1535  -0.0651
Si  2.9531  6.1844  14.9347  -0.0743  0.1714  0.0501
Si  -1.1021  4.4874  18  0.0527  0.1035  -0.4361
Si  2.6739  1.2852  16.983  -0.0196  -0.0623  0.0841
Si  0.6493  9.0702  19.1293  -0.3322  0.1243  -0.3932
Si  -4.629  2.6529  19.8873  -0.0054  -0.1666  -0.4917
Si  7.8215  5.0678  12.8729  0.2129  0.1577  0.4307
Si  1.2732  6.617  17.641  -0.1676  0.0063  -0.2071
Si  4.9418  -0.9262  11.3082  0.0197  -0.3182  0.117
Si  7.2938  -1.7333  18.2689  -0.008  0.2184  -0.2933
Si  1.2291  -0.3402  14.7589  -0.0696  -0.0554  0.4073
Si  5.7695  5.296  15.3041  -0.1046  0.0179  0.1528
Si  7.4871  5.078  17.9709  0.1008  -0.0858  -0.3063
Si  10.7919  9.4477  12.0088  -0.0001  0.1153  0.3418
Si  0.0016  1.7459  18.2898  0.0798  -0.0877  -0.3011
Si  -1.5836  2.9346  20.3679  0.1394  -0.0473  -0.2841
Si  1.0659  8.227  13.8028  0.0361  -0.1568  0.4109
O  -0.8983  7.123  10.0475  -0.1182  0.2313  -0.8761
O  -0.7124  3.7379  -1.4573  -0.0568  -0.3867  0.6535
O  1.9576  0.2677  13.4331  0.2732  0.1107  -0.2042
O  -0.8796  9.9878  -0.2697  -0.1015  -0.3106  0.453
O  -0.5154  3.0601  17.459  -0.0634  -0.0287  0.3996
O  -4.1498  8.7614  19.4956  0.0623  -0.3119  0.3055
O  6.7035  4.9603  -0.2034  0.109  0.4049  0.7169
O  2.8609  1.3746  -0.2595  -0.0325  0.2471  0.8031
O  2.4374  -1.2405  21.7789  -0.0109  0.2174  0.2514
O  -1.3378  4.3575  19.6071  -0.0732  -0.2184  0.0626
O  8.9704  4.7535  17.3431  -0.0597  -0.0142  0.3798
O  6.7621  2.046  -0.3319  0.1029  -0.2868  0.8594
O  -2.4718  7.2671  21.0966  0.1095  0.1462  0.5165
O  2.8727  2.6315  16.1068  0.0849  -0.0586  -0.2064
O  2.1022  0.0811  16.0596  -0.0609  0.181  -0.163
O  -3.0386  2.3015  19.9978  -0.064  0.1732  0.1857
O  -0.9782  -0.6793  12.7206  0.0068  -0.1201  0.0193
O  -5.0796  7.0033  21.3281  -0.0622  0.2353  0.5168
O  -0.211  7.2716  14.2225  -0.0811  0.3002  -0.2785
O  -4.2323  1.7794  11.475  -0.3235  -0.1219  -0.6021
O  0.7268  8.7921  12.3104  -0.259  0.0918  -0.0348
O  -2.7137  10.4902  14.7722  0.3233  -0.0036  -0.0305
O  5.0981  3.8061  15.2841  -0.1637  0.1661  -0.1574
O  -3.1699  3.5671  13.0687  -0.0837  -0.1361  -0.4614
O  3.5275  9.9031  10.8175  0.1929  -0.1259  -0.0719
O  2.8531  1.5679  11.2674  0.156  0.3207  -0.1923
O  4.491  -0.0585  12.6123  0.0012  -0.0887  -0.52
O  9.6421  8.4467  12.5689  0.2717  0.1214  -0.1193
O  4.5487  6.3912  15.2156  -0.0623  -0.2941  -0.0706
O  7.2044  5.1545  11.3608  -0.1921  0.1447  -0.7232
O  5.7329  0.0568  10.2473  0.1144  0.3892  0.2352
O  6.5636  5.4913  16.702  0.0374  -0.0805  0.0183
O  5.8836  -0.9718  18.1981  0.0544  0.0757  0.2687
O  2.4017  7.3078  13.8848  -0.106  -0.0542  0.0588
O  -0.2921  0.2677  14.9268  -0.0471  -0.1663  -0.3171
O  -5.4917  1.4047  19.3224  0.0985  0.13  0.2516
O  3.0357  3.954  -0.9065  -0.095  -0.3389  0.2059
O  6.997  7.4023  10.197  -0.321  0.1198  -0.1547
O  9.1315  5.9883  13.1844  -0.2578  -0.0184  -0.2045
O  -3.0453  -0.6306  18.4574  -0.0177  -0.346  -0.0295
O  -3.8832  6.2699  19.0407  -0.0151  0.1396  0.3537
O  1.786  -1.2954  19.1769  0.1261  -0.2209  0.3962
O  0.7906  8.1758  17.7638  0.0996  -0.04  0.4114
O  2.8537  4.1765  10.373  0.1353  -0.2559  -0.5733
O  -0.0421  5.6621  17.6646  0.0486  -0.0315  0.1943
O  4.09  0.8602  17.6279  -0.0303  -0.0518  0.1991
O  6.7103  5.4516  13.9966  0.127  -0.1246  -0.2
O  -0.7859  -1.7569  19.2744  0.2071  -0.0406  -0.1104
O  3.722  2.2514  13.644  -0.0924  -0.2097  -0.2195
O  -1.4659  -1.9642  16.8035  -0.2528  0.1293  0.0907
O  6.1093  9.4513  11.3916  -0.0762  0.3051  -0.6263
O  4.1267  -0.3363  19.9925  -0.0691  -0.178  0.1059
O  1.607  1.6231  18.1548  -0.1987  -0.0318  -0.1062
O  2.3068  6.3553  18.8857  -0.1131  0.33  0.2593
O  -0.9237  4.2364  10.1739  -0.1317  -0.3827  -0.7102
O  -1.5802  2.0745  11.3611  0.032  0.1496  -0.4126
O  6.7879  3.8399  18.7727  0.1564  -0.0241  0.3141
O  -0.8084  1.3094  -0.3481  -0.0758  0.1478  0.5667
O  3.4914  -3.0115  20.1048  -0.2325  -0.0315  0.188
O  -0.4153  1.9158  19.8506  -0.294  0.244  0.0282
O  -2.5548  1.2005  13.6149  -0.0241  0.144  -0.5185
O  7.4891  -2.3959  16.7809  0.2005  0.1533  0.2529
O  7.1924  7.1237  -1.3641  -0.186  0.0753  0.3401
O  0.9272  8.0418  20.3692  0.3266  -0.051  -0.0924
O  1.2042  9.5645  14.735  -0.0863  -0.0063  -0.3179
O  2.9987  7.169  10.2878  0.0453  0.0632  -0.5947
O  2.7632  4.6526  14.3912  0.2601  -0.012  0.1272
O  -0.7269  0.4211  17.7094  0.0272  0.0387  0.2575
O  -2.6251  7.839  15.065  0.1987  0.1853  -0.2609
O  -0.9019  9.7968  10.4661  -0.0536  -0.311  0.2074
O  2.0794  6.3778  16.2789  0.0923  -0.0287  0.0013
O  2.7434  10.0695  -0.3886  0.1505  -0.4872  0.4296

Results
free energy: -45074.196 eV
free energy less fixed offsets of O -463.61, Si -117.95 eV per atom: -17.226 eV
pressure: -2.28 GPa
stress xx, yy, zz, yz, xz, xy (GPa, positive in tension): 1.62, 3.44, 1.77, -0.18, -0.01, 0.63
